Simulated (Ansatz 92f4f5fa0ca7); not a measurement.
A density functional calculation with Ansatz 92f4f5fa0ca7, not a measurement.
Periodic cell of 150 atoms, Si88O58N4, from a study of silicon, its oxide and their interface. The atomic structure is a simulated model.

Settings: functional r2SCAN; potential files Ansatz norm-conserving; basis plane waves; wave-function cutoff 1300 eV; density cutoff ratio 4; exchange-correlation grid ratio 1; k mesh 2 x 2 x 1, shifted by 0.5 0.5 0.5 of a step; self-consistency stop 5e-08 eV per atom in the density residual; occupations Fermi-Dirac, 0.05 eV; spin none; net charge 0.

Cell vectors (angstrom)
a 10.88 0 0
b 0 10.88 0
c 0 0 21.3896

Atoms: element, x, y, z (angstrom)
Si 0.1157 0.0801 -0.0177
Si 2.8538 2.1797 0.173
Si -0.2304 5.813 0.486
Si 2.4084 8.5151 -0.0986
Si 5.2872 0.1499 0.1397
Si 8.2012 2.9318 -0.3978
Si 5.8289 4.7785 0.0357
Si 8.7888 7.9924 -0.5365
Si 1.4453 1.134 1.5823
Si 4.2616 3.7552 1.4215
Si 1.5442 6.9254 1.4223
Si 4.257 9.4485 1.2258
Si 6.9249 1.4921 1.2314
Si 9.2417 3.8734 1.6112
Si 7.0341 6.5725 0.986
Si 9.5239 9.7159 1.3412
Si -0.1474 2.5691 2.7473
Si 2.8674 -0.2096 2.878
Si 0.037 8.0655 2.934
Si 2.7841 5.3487 2.6355
Si 5.7055 2.7432 2.8466
Si 7.9372 0.1306 2.6535
Si 5.6887 7.9721 2.5984
Si 7.9302 5.6453 2.7078
Si 1.3092 3.9722 4.0565
Si 4.4794 1.0035 4.2604
Si 1.318 9.4631 4.148
Si 4.1759 6.991 4.0163
Si 6.8095 4.3183 4.2242
Si 9.1855 1.4746 3.9871
Si 6.9521 9.3448 3.9239
Si 9.3687 6.6311 4.2547
Si -0.0515 0.1816 5.4058
Si 2.8451 2.4807 5.4792
Si 0.0613 5.4389 5.6315
Si 2.7158 8.2655 5.5436
Si 5.7954 -0.2536 5.4263
Si 8.2497 2.8986 5.3509
Si 5.3793 5.4694 5.3799
Si 8.0125 8.0391 5.3821
Si 1.4133 1.3101 6.8206
Si 4.1976 4.275 6.7759
Si 1.0655 7.0033 6.9494
Si 4.2916 9.5724 6.7718
Si 7.1648 1.5449 6.7156
Si 9.298 4.1325 6.9108
Si 6.7088 6.7451 6.8618
Si 9.2212 9.508 6.8316
Si -0.247 2.2351 7.7401
Si 2.9763 0.1553 8.1731
Si -0.3405 8.3712 8.205
Si 2.6302 5.3784 7.9546
Si 5.6585 2.7081 8.0578
Si 8.1034 -0.0518 8.2541
Si 5.1294 8.0806 8.4297
Si 8.0036 5.4772 8.4208
Si 1.1715 3.8227 9.1601
Si 4.6324 0.8519 9.7502
Si 1.1993 9.7457 9.2159
Si 2.9779 7.1654 9.7329
Si 6.41 4.1324 9.6614
Si 9.6466 1.1105 9.727
Si 6.6404 9.4478 9.4436
Si 9.014 7.1941 9.8739
Si 0.9268 -2.1224 13.878
Si 11.4951 0.3435 11.8815
Si 7.9864 2.6485 11.9514
Si 2.818 6.8547 12.6358
Si 1.033 3.4155 13.054
Si 13.692 2.1549 11.2923
Si 6.8622 9.3427 15.3072
Si 11.4377 5.712 11.1267
Si 5.2238 3.85 14.1033
Si 12.5176 7.4546 16.7268
Si -0.7036 4.4747 19.3509
Si 9.2115 -3.5783 14.9418
Si 13.3276 4.8061 15.0284
Si -4.1649 1.159 14.0133
Si 9.704 7.0763 18.0754
Si 4.1464 6.5115 19.3329
Si 4.7074 8.3571 17.2501
Si 13.1209 2.1976 18.4978
Si -3.4632 0.9774 16.8928
Si 4.8995 0.3681 18.3121
Si 1.8763 4.9063 17.7395
Si 5.2883 5.7872 11.8437
Si 7.4536 5.0839 13.471
Si 9.9614 1.5191 18.8351
O -0.5099 0.3231 19.8863
O 1.1074 -1.311 -0.4635
O 6.7143 3.5623 -0.9107
O 3.7988 0.9743 0.016
O 0.1122 5.204 20.4724
O -0.8856 7.2021 0.1018
O 3.2526 7.5795 20.0592
O 2.3433 13.7103 20.067
O 5.3997 0.0436 19.8423
O 5.8899 1.3371 17.4566
O 5.4876 2.2727 13.9755
N 9.3681 2.9589 19.5708
O 4.9368 5.4714 20.2647
O 6.2554 -0.4091 14.2921
O 8.9486 7.9353 19.2384
O 1.9256 2.8346 10.2413
O 5.2972 5.286 10.3022
O 4.3055 2.0811 10.901
O 11.0101 2.0283 12.4562
O 2.2817 8.3672 13.0813
O 1.9729 8.589 10.1335
O 4.4581 7.1502 12.3219
O 6.7278 3.2782 11.0515
N 12.9413 6.4275 11.2447
O 11.2856 -0.6906 13.3538
N 10.9486 -0.1794 10.4504
O 7.7098 8.4625 10.2119
O 5.8918 10.7568 10.2289
O 10.0259 6.8806 10.9948
O 10.8539 4.6602 9.9035
N 1.5858 -5.0996 16.282
O 6.4405 -6.1509 14.651
O -0.3941 7.7076 13.8734
O 7.3303 -0.6486 16.514
O 5.5541 8.3567 15.7793
O 4.0013 4.2579 15.1208
O 11.5425 15.1285 18.4596
O 2.3936 5.9146 13.8957
O 8.6587 -4.9581 14.3436
O 9.0221 2.2422 10.8179
O 13.1095 0.6722 11.6729
O 12.1304 3.6363 14.7001
O 7.5185 1.2209 12.6223
O 9.3566 7.2904 16.5361
O 8.4143 3.6917 13.1427
O 7.5477 -9.1969 15.31
O 4.791 4.5862 12.7369
O 2.5249 3.0802 12.6511
O 6.966 6.0085 12.2234
O 9.192 5.4965 18.4829
O 8.086 8.4784 14.6452
O 11.3941 7.359 18.0881
O 12.1608 -2.361 15.4861
O 11.2256 -6.0346 12.4284
O 13.9137 5.6467 18.5722
O 0.663 1.6888 18.3259
O -2.1863 1.0993 17.8941
O 4.8264 -1.0735 17.6224
O 3.0533 -2.7072 17.1833
O 3.3362 11.9285 18.0475
O 5.1516 7.1555 18.3056
O 2.5117 3.3511 17.3834

Results
free energy: -38421.284 eV
free energy less fixed offsets of N -289.75, O -463.61, Si -117.95 eV per atom: 6.696 eV
pressure: -2.39 GPa
stress xx, yy, zz, yz, xz, xy (GPa, positive in tension): 3.15, 2.71, 1.31, 0.26, -1.32, -0.87

Forces (eV/angstrom), in the order of the atoms: element, x, y, z
Si 0.8884 -3.5626 -0.2451
Si -0.8863 4.1744 -0.8068
Si 0.4662 -1.5103 2.9703
Si 0.4611 -0.3411 -0.9591
Si -0.9553 2.489 -2.9016
Si -0.5935 0.4897 0.2734
Si 0.0344 -0.8181 -1.6128
Si -1.515 1.2445 1.6737
Si -1.3942 1.441 0.1464
Si -1.5096 0.7535 -0.1436
Si -0.3843 -0.5064 0.7131
Si -1.4331 -2.069 1.7049
Si -0.3678 0.1361 -1.5195
Si 0.26 2.6631 -1.7227
Si -1.0061 1.6739 -1.6726
Si -0.2891 -0.4316 -0.0215
Si 1.3782 0.0374 -0.3098
Si 0.7512 -0.1442 -0.4084
Si -1.0295 -0.0065 -1.2475
Si 0.9125 0.3368 0.5554
Si -0.6833 -0.8801 0.5982
Si 1.5123 -1.9074 -0.1945
Si -0.9546 0.2697 -2.11
Si 2.2542 -2.2705 1.3981
Si 0.7344 0.0381 0.5582
Si -2.3803 2.6277 -1.858
Si -0.0518 1.1673 0.6644
Si -1.2931 -1.8286 0.4547
Si 0.3271 -1.6222 -1.5763
Si 2.7179 -1.3614 0.4307
Si -0.5673 0.6549 -0.557
Si 1.759 0.2611 -0.928
Si -0.7946 -1.9184 -0.1735
Si 0.5846 1.864 -0.8145
Si -1.1938 -0.9166 -0.9364
Si 0.014 -0.3791 0.1182
Si 1.3049 0.4416 1.631
Si -0.7857 1.6172 -0.0239
Si -0.3221 2.2503 0.4055
Si 0.8596 0.4786 1.7544
Si 2.1001 -0.9478 -1.3181
Si -0.7318 -3.0442 0.3236
Si 1.9402 -0.4962 -0.5172
Si -1.3401 -0.5969 1.2106
Si -1.6232 -1.9012 1.0109
Si 2.1259 0.0143 0.5579
Si -0.9931 0.1211 0.9374
Si 1.2879 0.7586 -2.4115
Si -1.6866 3.1767 3.5209
Si -0.7837 -1.1574 0.4292
Si -0.3395 -0.9486 0.74
Si -2.0087 1.1893 2.1245
Si -1.6096 -0.8403 0.2418
Si -0.3573 1.0224 0.3297
Si -0.2535 -0.3953 -0.6191
Si -0.1306 0.1188 0.6906
Si -0.4935 -1.5025 -1.9342
Si 1.6463 2.2643 -0.9867
Si -0.1267 0.4286 1.7431
Si -1.9741 0.8846 0.0113
Si -0.0263 0.7658 1.0852
Si 0.814 -0.4893 -0.2102
Si 0.6613 0.504 0.1061
Si -2.2185 2.8378 -3.0352
Si -1.4297 -1.513 1.9482
Si 1.903 2.3077 6.2359
Si -0.9676 -0.3391 -0.2658
Si 0.2041 2.5179 3.1416
Si -3.039 -1.1349 0.9325
Si -1.8801 -0.6769 4.741
Si -1.5797 -1.8664 -1.1047
Si -4.4533 0.7047 -0.6776
Si -3.2379 -0.2956 1.9352
Si -0.3972 1.843 -0.4277
Si 0.5444 -0.4924 -3.6383
Si 0.0069 1.1101 -3.577
Si -1.6105 -0.9037 0.952
Si -0.97 -0.8869 1.2709
Si 1.8513 -1.598 0.2654
Si -1.2147 -1.9813 0.2584
Si -1.2534 -3.998 -2.9456
Si -0.6546 0.1438 -0.6825
Si -0.5784 -1.2875 -2.7812
Si -2.5059 0.6942 0.1958
Si 2.2028 -2.041 -0.6658
Si 2.5951 1.194 0.0329
Si 6.4933 1.5485 2.1138
Si 2.4179 -0.0541 -0.0163
O -1.4878 0.6401 0.8654
O 1.7934 -0.5396 0.4104
O 0.5322 1.4983 1.7574
O 2.6404 -2.2437 -0.4465
O 0.216 -0.5007 0.2537
O -0.3397 0.3754 -0.3141
O -1.9786 3.2502 2.9886
O 0.7946 -1.9046 0.4538
O 0.6781 0.2093 0.1263
O 1.9106 -0.1434 0.4275
O 0.0998 -0.2311 -0.5217
N -0.4597 0.4524 2.0544
O 0.107 0.4694 0.0635
O 0.1795 1.1899 -1.0498
O -0.161 0.607 -0.4089
O -1.6688 1.8417 -3.092
O 0.1635 -0.0447 -0.6216
O 2.325 -2.1653 -1.3632
O 1.3758 -0.5941 0.5538
O -0.0681 -1.1406 -0.4381
O 1.4024 -0.934 -1.5608
O -0.801 -2.0636 -0.983
O 1.2341 0.3328 0.1734
N 1.1943 -1.0675 -3.124
O 0.5255 2.026 -2.8076
N -2.088 0.8592 -3.2169
O 1.8595 -1.8175 0.1396
O -1.3799 -0.2173 0.1073
O 3.3766 -2.231 2.4357
O 1.9382 1.9425 1.0986
N 2.0415 -1.0305 0.5671
O 0.1308 -0.3957 -0.2587
O -0.4119 0.127 1.1579
O 1.3501 1.6543 2.3715
O 0.7884 -0.052 1.0748
O -1.2147 -0.2282 0.0736
O -3.3658 0.3802 0.602
O 1.245 1.2323 -2.315
O -1.3032 -0.69 -0.7949
O 1.6455 -1.6536 -2.2128
O 0.1675 -0.2766 -0.1205
O 0.7064 0.9557 -1.4332
O 0.1242 0.8984 -0.0044
O -0.1732 0.1793 0.2075
O -2.0557 0.8781 -1.5373
O 0.4993 -0.9116 2.9963
O -0.2899 -0.8698 -0.3337
O 1.9529 -0.4611 -1.8009
O -2.076 -0.8443 0.2094
O 1.4909 0.9866 0.616
O -0.8948 0.4408 0.7129
O -0.5179 0.1655 -1.337
O -0.1284 -0.2936 0.8241
O 0.5758 -2.5797 1.5687
O -0.7714 -0.7201 -0.3971
O -0.7588 -0.1061 -0.5244
O 0.0463 0.1379 -0.6148
O 0.6518 4.3349 2.0653
O 0.1577 -1.3193 -0.3116
O 1.562 -0.6376 1.982
O 1.3586 1.9305 -1.7418
O 0.3998 1.5087 0.1556

The program warned: the forces do not sum to zero within the program's tolerance.
